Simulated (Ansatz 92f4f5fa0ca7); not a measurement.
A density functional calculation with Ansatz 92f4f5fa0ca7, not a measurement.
Periodic cell of 243 atoms, Si148O89H6, from a study of silicon, its oxide and their interface. The atomic structure is a simulated model.

Settings: functional PBE; potential files Ansatz PAW; basis plane waves; wave-function cutoff 700 eV; density cutoff ratio 5; exchange-correlation grid ratio 1; k mesh 2 x 2 x 1, shifted by 0.5 0.5 0.5 of a step; self-consistency stop 5e-08 eV per atom in the density residual; occupations fixed; spin none; net charge 0.

Cell vectors (angstrom)
a, 11.6015, 0, 0
b, 0, 10.938, 0
c, 0, 0, 32.9099

Atoms and the computed forces on them: element, x, y, z (angstrom), force x, y, z (eV/angstrom)
Si, 0.2055, -0.1183, 24.3449, 0.0848, -0.0273, -0.0747
Si, 3.8316, 0.0661, 24.2098, -0.048, -0.0081, 0.0329
Si, 7.8458, 0.0774, 24.0784, -0.0297, -0.0696, -0.0314
Si, 1.8851, 1.4681, 24.2795, -0.046, 0.0254, -0.0413
Si, 5.7888, 1.3472, 24.1774, -0.0614, 0.0337, -0.0221
Si, 9.8683, 1.2812, 24.2697, 0.1189, 0.0677, 0.0027
Si, 0.0589, 5.4922, 24.0826, -0.0012, -0.0863, -0.0251
Si, 4.0021, 5.3983, 24.366, 0.0619, -0.0204, -0.029
Si, 7.814, 5.6192, 24.2519, -0.0216, -0.0741, -0.037
Si, 2.1017, 6.7034, 24.1341, 0.0772, 0.0561, -0.0085
Si, 5.8278, 6.8807, 24.3415, -0.0551, 0.0078, 0.0075
Si, 9.77, 6.9246, 24.255, -0.0218, 0.0667, -0.0708
Si, 1.9964, 2.8098, 26.1886, -0.0303, -0.0408, 0.0145
Si, 5.9182, 2.6791, 26.1509, -0.0084, -0.0483, -0.0207
Si, 9.7743, 2.7165, 26.1665, -0.0037, -0.0766, 0.0032
Si, 0.0593, 4.1645, 26.109, -0.0088, 0.0565, -0.0088
Si, 3.9915, 4.0395, 26.2425, 0.0049, 0.0569, -0.0173
Si, 7.8303, 4.0855, 26.092, -0.0256, 0.0761, 0.0029
Si, 1.9774, 8.1301, 26.0837, 0.0415, -0.0481, -0.0092
Si, 5.8198, 8.3027, 26.1888, 0.0195, -0.0771, -0.0085
Si, 9.6829, 8.2208, 26.2119, -0.0107, -0.0522, 0.0052
Si, 0.0554, 9.4742, 26.2273, 0.0403, 0.0659, 0.0193
Si, 3.8374, 9.5996, 26.1321, -0.0198, 0.0709, -0.0226
Si, 7.7728, 9.6487, 26.0895, 0.0051, 0.0488, -0.0022
Si, 0.0431, 0.0042, 28.0874, 0.0144, -0.0554, -0.0173
Si, 3.8779, 0.0088, 28.0738, -0.0135, -0.0395, 0.0123
Si, 7.7797, 0.0033, 28.0753, 0.0049, -0.0365, 0.001
Si, 1.9569, 1.3834, 28.0774, 0.0007, 0.0351, -0.0085
Si, 5.8449, 1.3402, 28.0898, 0.0018, 0.0463, 0.0105
Si, 9.7123, 1.3638, 28.0968, -0.0239, 0.0442, -0.0078
Si, 0.0268, 5.4894, 28.0728, -0.0097, -0.0468, 0.0057
Si, 3.9275, 5.4774, 28.1017, -0.0056, -0.0441, 0.0064
Si, 7.7563, 5.4536, 28.0534, -0.0147, -0.0479, -0.0039
Si, 1.9806, 6.8168, 28.0614, 0.0056, 0.0449, 0.0028
Si, 5.8415, 6.8639, 28.0755, 0.008, 0.0346, 0.0064
Si, 9.6753, 6.8189, 28.1029, 0.0043, 0.0472, -0.0075
Si, 1.9336, 2.7345, 30.0107, 0.0053, -0.0231, 0.0085
Si, 5.8008, 2.7345, 30.0107, 0.0188, -0.0341, 0.0103
Si, 9.6679, 2.7345, 30.0107, 0.0604, 0.0053, 0.1158
Si, 0, 4.1018, 30.0107, 0.0293, -0.0119, -0.0922
Si, 3.8672, 4.1018, 30.0107, 0.0763, 0.0274, 0.12
Si, 7.7343, 4.1018, 30.0107, -0.0274, -0.0055, -0.1075
Si, 1.9336, 8.2035, 30.0107, 0.0582, -0.0423, -0.1709
Si, 5.8008, 8.2035, 30.0107, 0.0798, 0.002, 0.0806
Si, 9.6679, 8.2035, 30.0107, -0.0287, 0.0296, 0.1165
Si, 0, 9.5708, 30.0107, 0.0532, -0.0046, 0.0504
Si, 3.8672, 9.5708, 30.0107, -0.0016, 0.0573, -0.0504
Si, 7.7343, 9.5708, 30.0107, 0.0614, -0.0225, -0.026
Si, 0, 0, 31.9443, -0.0029, 0.0118, 0.0133
Si, 3.8672, 0, 31.9443, -0.0122, -0.0173, -0.0098
Si, 7.7343, 0, 31.9443, 0.0121, 0.022, -0.0139
Si, 1.9336, 1.3673, 31.9443, -0.0006, 0.1589, -0.113
Si, 5.8008, 1.3673, 31.9443, 0.0045, -0.0297, 0.0014
Si, 9.6679, 1.3673, 31.9443, -0.0169, 0.0271, 0.016
Si, 0, 5.469, 31.9443, 0.0005, 0.0985, 0.0407
Si, 3.8672, 5.469, 31.9443, -0.0066, -0.0742, -0.0038
Si, 7.7343, 5.469, 31.9443, -0.0027, 0.0061, -0.0225
Si, 1.9336, 6.8362, 31.9443, 0.0035, -0.0283, -0.009
Si, 5.8008, 6.8362, 31.9443, 0.003, 0.0519, 0.0041
Si, 9.6679, 6.8362, 31.9443, -0.0036, -0.0678, 0.082
Si, 1.9336, 2.7345, 0.9679, -0.0584, -0.0456, -0.6064
Si, 5.8008, 2.7345, 0.9679, -0.0204, -0.0878, 0.2047
Si, 9.6679, 2.7345, 0.9679, 0.0065, -0.0335, -0.1475
Si, 0, 4.1018, 0.9679, -0.1522, 0.033, 0.4717
Si, 3.8672, 4.1018, 0.9679, -0.0515, 0.0265, 0.0249
Si, 7.7343, 4.1018, 0.9679, 0.0507, 0.0263, 0.0715
Si, 1.9336, 8.2035, 0.9679, -0.1063, 0.0198, 0.0759
Si, 5.8008, 8.2035, 0.9679, -0.0127, 0.0686, -0.1086
Si, 9.6679, 8.2035, 0.9679, -0.0335, -0.0388, 0.4106
Si, 0, 9.5708, 0.9679, -0.1108, -0.0764, -0.0941
Si, 3.8672, 9.5708, 0.9679, 0.0197, -0.0138, -0.146
Si, 7.7343, 9.5708, 0.9679, 0.0064, 0.0734, -0.0349
Si, -0.0649, -0.035, 2.9079, -0.0235, -0.0507, 0.022
Si, 3.8323, -0.0099, 2.8894, 0.0161, -0.0392, 0.018
Si, 7.7226, 0, 2.9084, 0.0021, -0.0506, -0.0126
Si, 1.8722, 1.3087, 2.7873, -0.0078, 0.0637, 0.0017
Si, 5.7702, 1.3637, 2.9391, 0.0071, 0.0313, -0.0177
Si, 9.6483, 1.3841, 2.9003, 0.0046, 0.0537, 0.0021
Si, -0.0733, 5.4753, 2.9799, -0.0026, -0.039, -0.0197
Si, 3.8259, 5.5056, 2.8726, 0.0108, -0.0363, -0.0126
Si, 7.7018, 5.4822, 2.9002, 0.0248, -0.0571, -0.0065
Si, 1.8549, 6.8154, 2.8939, 0.0069, 0.0428, -0.0043
Si, 5.7768, 6.8225, 2.8645, 0.0225, 0.0382, 0.005
Si, 9.618, 6.8781, 3.002, 0.0301, 0.0379, -0.0249
Si, 1.8385, 2.827, 4.5372, -0.0121, -0.0885, 0.0051
Si, 5.714, 2.7648, 4.8749, -0.0113, -0.0376, 0.0167
Si, 9.6383, 2.8473, 4.7687, 0.015, -0.0484, -0.0414
Si, -0.0249, 4.1936, 5.0275, -0.013, 0.0451, 0.0254
Si, 3.7932, 4.1481, 4.7829, -0.0135, 0.0536, 0.0261
Si, 7.6726, 4.1298, 4.8356, -0.028, 0.0506, 0.0036
Si, 1.8121, 8.1366, 4.8492, -0.0896, -0.0609, 0.0168
Si, 5.7798, 8.1654, 4.7843, -0.0006, -0.0376, 0.0269
Si, 9.632, 8.1335, 5.0927, 0.0101, -0.0878, 0.019
Si, -0.0876, 9.5661, 4.8787, -0.0078, 0.0763, -0.0061
Si, 3.7893, 9.4098, 4.7116, 0.0504, 0.0602, -0.0217
Si, 7.6781, 9.5666, 4.8457, -0.0078, 0.0832, 0.0148
Si, -0.1629, 0.1667, 6.6867, 0.0134, -0.0263, -0.0417
Si, 3.6398, -0.0959, 6.4983, -0.0089, -0.0144, 0.1008
Si, 7.5204, 0.1551, 6.6728, 0.0586, -0.0562, 0.0136
Si, 1.8287, 1.361, 6.2995, 0.0839, 0.0652, 0.0299
Si, 5.4269, 1.3729, 6.8064, -0.0646, 0.043, -0.0227
Si, 9.466, 1.5019, 6.6407, 0.0248, -0.0065, 0.07
Si, 0.1442, 5.3267, 7.3312, 0.0736, -0.09, 0.032
Si, 3.8421, 5.537, 6.7395, -0.0172, -0.054, 0.0515
Si, 7.6946, 5.4182, 6.823, -0.0722, -0.0144, 0.0176
Si, 1.9025, 6.8805, 6.893, 0.0354, 0.0709, 0.0598
Si, 5.8146, 6.8285, 6.7189, -0.0011, 0.0216, 0.0232
Si, 9.6811, 6.6546, 7.2136, -0.0483, 0.0846, -0.0144
H, 7.4423, 4.4955, 7.9788, 0.0049, -0.0138, -0.011
H, 5.7841, 7.7293, 7.9167, 0.0005, 0.0039, -0.0166
H, 11.5386, 10.3222, 7.9574, -0.0035, -0.0165, -0.0096
O, 4.7848, 2.1552, 8.1914, 0.0027, 0.0142, -0.0496
O, 1.9188, 7.9625, 8.1769, 0.0058, -0.0013, -0.0249
O, 9.4658, 7.4511, 8.6717, 0.0393, 0.0189, 0.0047
O, 12.0843, 4.5184, 8.8153, -0.0291, 0.0084, -0.0511
O, 7.7795, 10.0635, 7.9674, -0.0372, -0.0152, 0.0157
O, 3.4726, 10.1449, 8.002, 0.003, -0.0325, 0.0005
O, 4.2139, -2.373, 12.5293, 0.0111, 0.0053, -0.0243
O, 3.0108, 6.4817, 11.4161, -0.0063, 0.0296, 0.0054
O, 9.3882, 2.5176, 7.9921, 0.033, 0.008, 0.0022
H, 4.0185, 4.6005, 23.1015, -0.0043, -0.0121, 0.0127
H, 3.8356, 10.1562, 22.9756, -0.0096, -0.0184, 0.01
H, 5.7451, 7.7292, 23.1113, 0.0014, 0.0187, 0.0096
O, 2.5822, 7.359, 22.6696, -0.0623, 0.0305, -0.0401
O, 9.7772, 7.9885, 22.9658, -0.0088, 0.0155, 0.0194
O, 12.3931, 10.0393, 22.9534, -0.0707, -0.0403, -0.019
O, 7.8264, 4.8755, 22.7526, -0.0054, 0.0001, -0.001
O, 10.1808, 2.3244, 23.0039, 0.0247, -0.0127, 0.0213
O, 8.0387, 10.0282, 22.7327, 0.018, -0.0234, 0.0043
O, 5.3929, 2.4208, 22.9519, 0.0451, 0.0247, -0.0246
O, 1.344, 2.2951, 22.9004, 0.0093, 0.0195, 0.0147
O, 11.581, 4.5582, 22.6843, 0.0144, 0.004, 0.0385
Si, 12.5215, 3.3274, 9.9263, 0.007, -0.03, 0.0152
Si, 9.1748, -1.8076, 21.9723, -0.0002, 0.0127, -0.0114
Si, 7.2059, -3.0702, 20.0315, 0.0021, 0.0044, 0.0037
Si, 3.4522, 2.6834, 19.072, 0.0058, 0.0047, 0.001
Si, 9.7099, 13.0046, 9.5363, -0.0097, -0.0063, -0.0065
Si, -2.0985, 8.1467, 10.1482, -0.0031, 0.0109, 0.0052
Si, 5.4661, 2.6671, 21.3514, 0.0038, -0.0015, 0.0271
Si, 1.1591, 0.4956, 18.8233, -0.0016, -0.0071, -0.0043
Si, 7.5172, 1.5626, 19.5021, -0.0081, -0.0078, 0.005
Si, 6.0937, 10.6092, 15.1388, 0.0049, -0.003, 0.0012
Si, 11.555, -4.1519, 17.225, -0.0021, -0.0026, 0.0026
Si, 11.5403, 2.9534, 22.3416, 0.0042, -0.0024, -0.0196
Si, 15.8199, 7.5789, 11.2138, 0.0078, -0.0001, -0.0042
Si, 4.5758, 9.1783, 19.524, 0.0016, 0.0017, 0.001
Si, 10.4749, 6.0306, 12.1022, -0.0055, -0.0008, 0.0067
Si, 8.549, 3.76, 11.9114, -0.0032, -0.0067, 0.0001
Si, 0.4332, 5.6567, 14.4131, 0.0004, 0.0003, 0.0064
Si, -1.147, 13.0649, 19.5018, 0.0019, -0.0041, -0.0043
Si, 5.2976, 0.6333, 17.9916, 0.0003, -0.0026, -0.0073
Si, 1.4594, -7.8773, 13.0451, -0.0013, -0.0038, 0.0073
Si, 8.566, 15.0483, 18.7506, -0.0011, 0.0046, -0.0035
Si, 6.5463, 7.5205, 15.0879, 0.0054, 0.0001, -0.0026
Si, 7.9674, -0.4031, 9.5151, -0.0017, -0.0028, -0.0209
Si, 0.5813, 9.5222, 11.1025, -0.0027, 0.0057, -0.0015
Si, 8.4175, 6.6958, 17.3805, 0.0017, 0.0007, -0.0075
Si, 1.1273, 0.0517, 13.5192, -0.0059, -0.0035, 0.0073
Si, 13.0731, -1.4932, 16.3143, -0.0006, -0.0001, -0.0059
Si, 13.9578, 5.716, 18.6662, -0.0012, -0.0012, -0.0018
Si, 3.9111, 7.653, 16.826, 0.0017, -0.003, -0.0071
Si, 3.4058, 3.0453, 8.3787, -0.0123, 0.0083, -0.0034
Si, 4.6671, 3.2445, 12.6952, 0.0007, 0.0019, 0.0047
Si, 17.4361, 0.9986, 11.145, 0.0068, -0.0045, -0.0089
Si, 7.2662, 5.1219, 21.2506, -0.0073, -0.0056, 0.0045
Si, 7.0744, 1.8219, 13.624, 0.0081, -0.0028, 0.0106
Si, 6.1825, 5.8286, 12.3637, 0.0044, 0.009, 0.0015
Si, 4.1055, -0.7618, 12.7307, 0.001, 0.0014, 0.0044
Si, 2.7367, 9.1155, 9.0015, 0.0183, 0.0076, -0.0013
Si, 1.6258, 6.8487, 12.1739, 0.0071, -0.0011, 0.0059
Si, 13.9843, 7.6691, 21.0887, -0.0056, -0.0034, 0.0125
Si, 0.4021, 9.7704, 21.384, -0.0086, -0.0044, 0.0061
O, -0.2204, 2.6524, 20.744, -0.0057, -0.0075, -0.0014
O, 6.5985, 6.7404, 13.6533, -0.0143, -0.0062, -0.0103
O, 3.9431, 8.4019, 9.8487, -0.0281, -0.0096, 0.012
O, -4.0998, 7.4686, 18.4834, 0.0075, -0.0113, 0.0061
O, 0.7874, 4.1117, 14.0898, 0.0067, 0.0135, -0.015
O, 6.8744, 11.4366, 18.4528, -0.0187, 0.0068, 0.0133
O, 4.6499, 2.1479, 18.0519, -0.0212, -0.0159, 0.0195
O, 8.2441, 5.0886, 17.5206, 0.0113, 0.0083, 0.0264
O, 1.1392, 10.7389, 20.3026, -0.0169, 0.0054, -0.0084
O, -0.3336, 1.0935, 18.5514, 0.0099, 0.0085, 0.0265
O, 3.1014, 3.0131, 13.0434, -0.0075, 0.0027, -0.0085
O, 17.5821, 15.1054, 21.0115, 0.028, -0.007, 0.012
O, 0.9301, 1.6519, 13.6757, 0.0171, -0.0105, -0.0115
O, 5.2802, 10.9, 16.5165, 0.011, 0.0018, 0.0052
O, 6.056, -1.9372, 20.1614, 0.0004, -0.0161, -0.013
O, 8.7025, 2.8835, 10.5416, -0.0004, -0.0135, -0.0026
O, 4.9309, 4.845, 12.712, 0.0224, -0.0078, -0.0106
O, 1.6923, 6.5101, 13.7768, -0.0278, -0.0105, -0.0293
O, 3.0811, 6.3452, 17.333, -0.0045, 0.0119, -0.003
O, 2.1711, 12.6769, 18.8767, -0.0017, 0.0001, 0.0046
O, 0.1354, 10.6093, 12.2476, 0.008, -0.0024, -0.0088
O, 0.3646, 6.1138, 11.4237, -0.0061, 0.0063, 0.021
O, 6.5578, 1.569, 20.8203, 0.0038, 0.0241, -0.0347
O, 7.8611, 7.0256, 15.9029, -0.0061, -0.0002, 0.0152
O, 14.5465, -2.1891, 16.0701, -0.0061, -0.0085, 0.0245
O, 1.6981, 9.9481, 9.9739, 0.0107, -0.0316, -0.0143
O, 5.1147, 7.2049, 15.822, 0.0074, 0.015, 0.0064
O, 12.0615, -2.6704, 16.7879, 0.0181, -0.0086, -0.0101
O, 8.2186, 9.1527, 10.3561, 0.0339, -0.0109, -0.0153
O, 6.6363, 0.5137, 9.812, 0.0149, -0.0009, 0.0071
O, 13.8236, 2.5962, 7.3541, -0.0084, 0.0003, -0.0058
O, 4.3766, -0.219, 19.0453, 0.0218, -0.0152, -0.0111
O, 11.7887, -5.1773, 15.9897, -0.0019, 0.0241, -0.0015
O, 8.5004, 4.8401, 20.2165, -0.0263, -0.0072, -0.0169
O, 9.3213, 0.4918, 9.7099, -0.0231, 0.0143, -0.0099
O, 6.9729, 11.7929, 12.3081, -0.0238, 0.026, 0.0075
O, -3.0279, 8.4473, 20.6427, -0.029, -0.0106, 0.0184
O, 3.8323, 4.6016, 8.1334, 0.0067, -0.0185, -0.019
O, 10.6768, 6.2896, 13.7054, 0.025, -0.0058, -0.0196
O, 1.5711, -0.4637, 17.5761, -0.0031, 0.0012, -0.0005
O, 15.0514, 8.8247, 20.6363, 0.0048, -0.0181, -0.0161
O, 7.2531, 11.7678, 14.9105, -0.032, -0.0113, -0.018
O, 7.3867, 4.8967, 11.7869, -0.0019, -0.0131, 0.0164
O, 10.3969, -0.9155, 21.3585, 0.002, -0.0154, 0.0141
O, 9.0675, 1.3495, 19.9585, 0.0015, 0.0305, -0.0246
O, 10.0396, 14.3698, 18.6044, -0.0253, -0.019, 0.0218
O, 5.6576, 2.6224, 13.8518, 0.0135, -0.0052, -0.0351
O, 4.0152, 2.5577, 20.6113, 0.0096, -0.0087, -0.0333
O, 6.7618, -1.8, 15.0183, -0.0228, 0.0047, -0.0007
O, 2.9054, 4.1851, 18.7379, 0.012, -0.0067, 0.0056
O, 9.4429, 7.0466, 11.361, 0.027, -0.0024, -0.0124
O, 2.6815, 6.3837, 20.1289, -0.0043, 0.0135, 0.0061
O, 6.7043, 6.6149, 20.9459, 0.0315, 0.0048, -0.0191
O, 12.3571, 6.0504, 18.4547, 0.0029, 0.0149, -0.016
O, 9.9928, -3.9144, 17.603, -0.0085, -0.0173, -0.0092
O, 9.9706, 4.5055, 11.9987, -0.0071, 0.0205, 0.0041
O, 5.175, 2.5142, 11.2771, 0.0039, -0.0106, 0.028
O, 8.2919, 2.8644, 13.2725, -0.0197, 0.0103, -0.0241
O, 7.4082, 13.9164, 18.7016, 0.0369, -0.0095, 0.0218
O, -0.7072, 8.9779, 10.2913, -0.0039, -0.0119, 0.0155
O, 5.6586, 6.8183, 11.1632, -0.018, -0.0052, 0.0246
O, 12.4558, 8.2533, 20.9436, 0.0252, 0.0179, 0.0018
O, 4.6283, 10.8742, 11.3566, 0.0172, 0.0105, 0.0258
O, 4.9636, 10.6932, 13.9881, 0.0088, -0.0156, -0.013
O, 12.9171, 8.4194, 12.0391, -0.0023, -0.0211, -0.0166
O, 0.9308, 3.4846, 11.5629, 0.007, 0.0053, 0.0229
O, 2.6181, -0.2446, 12.9918, -0.0127, -0.0071, -0.0005
O, 12.5258, -0.74, 14.9532, 0.0207, 0.0027, 0.0046
O, 4.5325, 8.2534, 18.197, -0.0074, 0.0149, -0.0021
O, 11.3279, 2.1963, 9.7533, -0.0139, 0.0191, -0.0137
O, 14.1268, 2.9312, 9.7614, -0.0046, 0.0163, -0.0005

Results
free energy: -144814.164 eV
free energy less fixed offsets of H -17.10, O -569.03, Si -635.61 eV per atom: 2.386 eV

The program warned: the cutoff lies below the one the program advises for these potential files; the forces do not sum to zero within the program's tolerance; the exchange-correlation potential is rough where the density is thin.
